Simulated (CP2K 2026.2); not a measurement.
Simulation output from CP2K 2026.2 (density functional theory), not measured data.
Periodic cell of 515 atoms, Si360O155, from a study of silicon, its oxide and their interface. The atomic structure is a simulated model.
Doubt: the forces sum to 2.48 eV/angstrom along one axis rather than to zero, so they err by at least 0.0048 eV/angstrom per atom on average; the grid cutoff is modest.

Settings
functional: PBE
method: Gaussian and plane waves
basis set: DZVP-MOLOPT-SR-GTH
pseudopotentials: GTH-PBE
grid cutoff: 300 Ry, relative cutoff 40 Ry
k points: Gamma only
occupations: fixed
spin: none
net charge: 0

Cell vectors (angstrom)
a	16.32	0	0
b	0	16.32	0
c	-7.2314	-0.6193	34.062

Atoms and the computed forces on them: element, x, y, z (angstrom), force x, y, z (eV/angstrom)
Si	0.665	-4.909	-0.638	-0.053	-0.05	0.571
Si	1.077	0.385	-0.229	-0.402	-0.23	0.443
Si	-0.403	4.74	-0.315	-0.101	-0.01	0.49
Si	1.733	7.123	-0.167	-0.395	-0.368	0.582
Si	-2.234	3.372	-0.326	0.282	0.083	0.463
Si	-4.932	7.088	-3.025	-0.028	-0.05	0.042
Si	2.966	-2.04	0	-0.389	-0.272	0.358
Si	-6.436	2.895	-1.972	0.471	0.52	-0.212
Si	2.432	4.399	-1.172	-0.061	-0.084	0.096
Si	-6.255	-6.819	-1.487	0.185	-0.005	0.112
Si	-0.972	7.541	-1.302	0.058	-0.064	0.119
Si	3.323	-4.513	-1.845	-0.18	0.066	0.205
Si	-4.813	1.253	-0.078	0.109	-0.213	0.623
Si	-5.832	4.274	-3.716	-0.326	-0.259	0.125
Si	-5.462	-5.58	-5.815	0.154	-0.065	-0.138
Si	-4.196	5.727	-0.487	-0.107	-0.027	0.067
Si	-8.841	-8.084	-0.704	0.19	-0.267	0.667
Si	-8.859	-3.266	-1.689	0.015	0.031	0.063
Si	-0.221	-0.22	1.576	0.508	0.395	0.078
Si	2.73	2.74	1.243	0.108	0.099	0.701
Si	0.513	5.812	1.485	0.168	0.165	0.041
Si	3.292	8.758	1.711	0.133	0.221	0.563
Si	0.563	-4.888	1.667	-0.037	-0.076	-0.068
Si	2.169	-3.162	1.814	0.014	0.014	0.049
Si	5.236	-0.119	1.159	0.195	0.271	0.656
Si	-8.018	3.247	1.53	0.4	0.091	0.298
Si	5.851	6.143	1.589	0.203	-0.015	0.513
Si	-8.671	7.739	1.573	-0.003	0.08	-0.058
Si	4.957	10.502	1.607	0.006	-0.014	-0.052
Si	-7.77	-1.949	0.902	-0.015	0.619	0.375
Si	-5.926	-0.312	1.276	-0.018	-0.03	-0.024
Si	-3.174	2.286	1.429	-0.09	-0.08	0.043
Si	-6.163	4.88	1.423	-0.132	-0.161	0.491
Si	-2.6	7.763	1.244	0.114	0.2	0.562
Si	-5.185	-5.789	1.163	-0.119	0.037	0.692
Si	-3.529	-3.908	-0.856	0.098	-0.128	-0.072
Si	-1.476	1.337	2.761	0.082	0.032	0.044
Si	1.467	4.094	2.715	0.032	-0.083	-0.065
Si	-1.174	6.771	2.764	-0.066	0.006	-0.051
Si	1.484	9.658	2.884	0.014	-0.08	-0.074
Si	-1.253	-4.007	2.86	-0.042	-0.018	0.007
Si	1.27	-1.364	2.985	-0.006	0.055	0.039
Si	4.148	1.436	2.59	-0.007	-0.043	-0.111
Si	6.746	4.314	2.859	0	0.018	-0.046
Si	4.158	6.966	2.95	-0.074	-0.024	-0.087
Si	6.699	9.48	2.827	-0.007	0.004	0.025
Si	4.02	12.226	2.88	0.001	-0.039	-0.011
Si	-9.472	-1.258	2.463	0.009	-0.036	-0.037
Si	-6.925	1.398	2.63	0.034	0.054	0.072
Si	-4.277	3.98	2.653	0.005	0.091	-0.057
Si	-6.898	6.721	2.717	0.102	-0.039	-0.037
Si	-3.845	-7.009	2.587	0.011	-0.001	-0.032
Si	-6.596	-4.36	2.513	0.263	-0.33	0.399
Si	-4.177	-1.421	2.542	0.036	0	0
Si	-2.834	-0.074	4.055	-0.008	-0.021	0.015
Si	-0.037	2.768	4.011	-0.002	0.008	0.008
Si	-2.739	5.369	3.943	0.015	-0.036	-0.015
Si	0.063	8.224	4.119	0.002	0	0.016
Si	-2.645	-5.513	4.015	-0.054	-0.004	0.02
Si	-0.049	-2.684	4.363	0.019	-0.004	-0.001
Si	2.779	0.082	4.036	-0.016	0.04	0.022
Si	5.442	2.769	4.05	-0.007	-0.038	0.024
Si	2.791	5.444	4.122	0	-0.033	0.023
Si	5.478	8.223	4.375	0.027	0.031	-0.038
Si	2.76	10.928	4.364	0.026	0.024	-0.029
Si	5.539	-2.665	3.935	0.002	0.014	0.01
Si	-8.239	0.036	4.003	0.03	-0.026	0.004
Si	-5.53	2.654	4.102	-0.025	0.005	-0.005
Si	-8.171	5.513	4.274	-0.004	0.046	0.002
Si	-5.397	8.098	3.94	-0.008	0.036	0.027
Si	-8.124	-5.457	3.968	0.021	0.039	-0.018
Si	-5.41	-2.853	3.953	-0.019	-0.022	0.018
Si	-1.483	-1.326	5.541	-0.026	0.03	0.025
Si	1.346	1.397	5.382	-0.007	-0.016	-0.003
Si	-1.401	4.076	5.4	0.004	0.022	-0.004
Si	1.392	6.804	5.453	0.008	0.019	-0.031
Si	-1.326	9.525	5.475	-0.01	0.024	0.001
Si	1.356	12.276	5.631	0.027	0.004	0.018
Si	4.147	-1.331	5.362	0.004	0.012	-0.02
Si	6.782	1.384	5.42	-0.024	0.014	0.01
Si	4.107	4.078	5.483	0.008	-0.002	0.004
Si	-9.489	6.837	5.642	0.005	-0.02	0.043
Si	4.09	9.55	5.668	0.008	-0.029	0.031
Si	-9.469	-4.06	5.346	-0.036	-0.006	-0.004
Si	-6.806	-1.398	5.288	-0.035	-0.039	-0.034
Si	-4.132	1.318	5.433	-0.012	-0.01	-0.002
Si	-6.815	4.053	5.494	0.004	-0.018	0.011
Si	-4.066	6.752	5.348	0.022	0.011	-0.006
Si	-6.757	-6.828	5.336	0.038	-0.031	0.002
Si	-4.048	-4.142	5.374	0.028	-0.01	-0.009
Si	-0.019	0.045	6.783	0.017	-0.016	0.002
Si	2.696	2.729	6.795	-0.022	0.003	-0.013
Si	-0.024	5.446	6.767	-0.018	-0.016	-0.013
Si	2.707	8.13	6.895	0.023	0.014	0.015
Si	-0.015	10.873	6.892	0.006	0.002	0.023
Si	2.786	-2.647	6.825	0.005	0.019	-0.014
Si	5.442	0.016	6.784	-0.004	0.004	-0.006
Si	-8.181	2.703	6.822	0.007	-0.008	0.022
Si	-10.871	5.419	6.881	0.015	0	0.027
Si	-8.075	-8.106	6.853	0.009	0.022	0.005
Si	-10.804	-5.361	6.842	0.012	0.023	0.014
Si	-8.138	-2.711	6.734	-0.011	-0.016	-0.002
Si	-5.488	-0.058	6.752	0.01	-0.002	-0.007
Si	-2.737	2.692	6.767	0.008	0.025	-0.002
Si	-5.406	5.427	6.784	-0.03	0.002	0.002
Si	-2.73	8.129	6.754	-0.017	0.001	-0.006
Si	-5.429	-5.469	6.74	-0.025	0.002	-0.016
Si	-2.779	-2.765	6.826	0.006	-0.02	0.027
Si	-1.386	1.357	13.618	0.002	0.011	0.012
Si	1.359	4.086	13.617	0.009	0.006	-0.001
Si	-1.331	6.805	13.617	0.006	0.001	-0.012
Si	1.347	9.5	13.594	-0.004	-0.003	-0.006
Si	-1.387	-4.083	13.606	0.002	-0.007	-0.011
Si	1.333	-1.36	13.599	0	0.013	0.002
Si	4.085	1.363	13.604	0.011	-0.005	-0.007
Si	-9.514	4.057	13.588	0.008	-0.012	-0.001
Si	4.055	6.779	13.572	-0.002	0.008	-0.003
Si	-9.509	-6.788	13.595	-0.004	-0.008	0.018
Si	4.072	-4.085	13.595	-0.01	0.009	0.007
Si	6.811	-1.331	13.604	-0.003	-0.003	-0.01
Si	-6.809	1.352	13.598	-0.005	-0.006	-0.007
Si	-4.066	4.071	13.601	-0.001	0.011	0.006
Si	-6.773	6.807	13.596	-0.014	-0.007	0.005
Si	-4.055	9.536	13.615	0.02	-0.006	-0.007
Si	-6.769	-4.049	13.608	-0.005	0.005	-0.002
Si	-4.08	-1.359	13.609	-0.007	-0.004	0.001
Si	-2.734	-0.016	14.997	0.015	0.001	0.004
Si	-0.028	2.742	14.954	-0.003	0.008	-0.003
Si	-2.671	5.419	14.947	0.022	0.002	0.001
Si	0.016	8.149	15.01	0.002	-0.029	0
Si	-2.722	-5.43	15.016	0.002	-0.002	-0.001
Si	-0.059	-2.703	14.961	-0.006	-0.003	0
Si	2.717	-0.004	14.937	-0.002	-0.008	0.002
Si	5.452	2.706	14.978	-0.006	0.006	0.003
Si	2.713	5.442	14.992	-0.02	-0.001	-0.001
Si	5.415	8.143	14.899	-0.031	0.002	-0.014
Si	2.704	10.854	14.941	0.014	-0.015	0.002
Si	5.436	-2.695	14.919	-0.001	0.016	-0.009
Si	-8.171	0.025	14.998	-0.007	-0.007	0.006
Si	-5.447	2.714	14.944	-0.002	0.012	-0.003
Si	-8.12	5.402	14.921	0.009	0.013	-0.003
Si	-5.412	8.183	14.957	0.01	0.008	0.009
Si	-8.124	-5.417	14.935	0.011	0.012	-0.004
Si	-5.427	-2.694	15.006	-0.018	0	-0.009
Si	-1.424	-1.399	16.404	-0.022	-0.001	0.002
Si	1.307	1.334	16.25	-0.021	-0.013	-0.019
Si	-1.311	4.122	16.381	0.012	0.018	-0.007
Si	1.356	6.773	16.411	0.005	0.009	-0.002
Si	-1.354	-6.81	16.362	0.041	0.009	0.008
Si	1.332	-4.071	16.249	-0.01	-0.006	-0.02
Si	4.102	-1.335	16.297	0.004	-0.012	-0.003
Si	-9.528	1.371	16.398	0.012	-0.014	-0.015
Si	4.08	4.061	16.321	0.01	0.02	0.021
Si	-9.502	6.787	16.191	0.003	-0.017	-0.023
Si	4.035	9.446	16.295	0.01	-0.023	-0.008
Si	-9.514	-4.051	16.24	-0.008	-0.009	-0.006
Si	-6.791	-1.314	16.357	0.025	0.002	0.008
Si	-4.078	1.397	16.316	-0.027	0.001	0
Si	-6.799	4.038	16.337	-0.012	0.017	-0.003
Si	-4.054	6.763	16.254	-0.015	-0.032	-0.028
Si	-6.731	9.596	16.313	-0.021	0.005	-0.009
Si	-4.08	-4.051	16.395	0.011	-0.003	-0.015
Si	-0.014	-0.007	17.657	0.025	0.02	-0.003
Si	2.632	2.685	17.601	0.012	0.031	-0.027
Si	0.026	5.438	17.866	0.008	-0.007	0.002
Si	2.72	8.112	17.782	0.009	0.005	0.007
Si	0.02	-5.395	17.669	-0.028	-0.049	0.024
Si	2.721	-2.729	17.561	-0.016	-0.008	0.004
Si	5.403	0.008	17.751	0.02	0.013	-0.021
Si	-8.162	2.73	17.779	0.001	0.002	-0.012
Si	5.514	5.443	17.594	-0.008	0.001	-0.025
Si	-8.129	8.157	17.485	-0.036	0.008	-0.037
Si	5.454	10.842	17.503	-0.005	0.012	-0.045
Si	-8.203	-2.692	17.645	-0.005	0.006	-0.016
Si	-5.451	0.108	17.713	-0.026	-0.024	-0.026
Si	-2.7	2.751	17.664	0.02	0.004	-0.015
Si	-5.369	5.392	17.619	0.039	0.017	0.026
Si	-2.735	-8.237	17.651	0.039	0.017	-0.001
Si	-5.437	-5.358	17.796	0.017	0.039	0.01
Si	-2.798	-2.724	17.865	-0.007	-0.025	0.02
Si	-1.365	1.377	19.001	-0.021	-0.033	0.026
Si	1.422	3.967	19.152	0.013	0.046	0.003
Si	-1.413	6.83	19.182	0.037	-0.022	0.007
Si	1.333	-6.766	19.072	-0.007	-0.016	-0.03
Si	-1.363	-4.152	19.153	-0.031	-0.005	-0.026
Si	1.397	-1.379	18.939	-0.029	-0.006	0.007
Si	3.927	1.367	19.011	-0.011	-0.002	-0.036
Si	-9.528	4.137	19.085	-0.039	0.016	0.001
Si	4.181	6.69	19.031	-0.027	-0.034	-0.003
Si	-9.467	9.512	18.804	0.013	-0.029	0.01
Si	4.074	-4.16	18.817	0.006	-0.042	0.023
Si	6.814	-1.345	19.079	0.022	0.046	0.021
Si	-6.802	1.399	19.182	0.027	-0.058	0.001
Si	-4.009	4.092	19.072	-0.046	-0.02	0.008
Si	-6.788	6.799	18.801	-0.015	-0.029	0.044
Si	-4.062	-6.868	19.018	0.031	0.037	-0.018
Si	-6.878	-3.942	19.128	-0.007	0.007	0.002
Si	-4.211	-1.248	19.167	-0.027	0.032	-0.021
Si	-2.718	0.087	20.441	-0.032	0.037	0.003
Si	0.024	2.572	20.494	0.031	-0.003	0.072
Si	-2.746	5.45	20.586	-0.014	0.022	0.061
Si	-0.451	8.656	20.348	0.04	0.052	0.039
Si	-2.249	-6.076	20.288	0.249	0.005	-0.502
Si	0.076	-2.717	20.335	-0.004	0.023	-0.024
Si	2.66	-0.055	20.448	0.01	0.016	0.085
Si	5.058	2.999	20.251	-0.183	0.337	-0.35
Si	3.294	4.865	20.311	0.047	0.034	0.027
Si	5.609	8.145	20.228	-0.069	-0.016	0.026
Si	2.819	-5.442	20.34	0.043	-0.039	0.033
Si	5.436	-2.894	20.202	0.07	-0.035	0.075
Si	-8.009	-0.163	20.526	-0.12	0.113	-0.035
Si	-5.36	2.782	20.509	-0.003	-0.018	0.045
Si	-8.038	5.521	20.299	0.005	0.017	-0.055
Si	-5.52	-8.219	20.265	-0.028	-0.01	0.046
Si	-8.211	-5.494	20.299	-0.051	0.036	0.122
Si	-6.144	-2.014	20.388	-0.206	0.185	-0.553
Si	-0.992	-1.026	21.557	-0.029	-0.043	0.154
Si	0.771	0.642	21.765	-0.108	-0.014	-0.633
Si	-1.43	3.874	21.815	0.143	0.138	-0.675
Si	2.754	6.206	22.132	0.153	-0.511	-0.617
Si	0.673	-7.891	22.438	-0.452	-0.017	-0.545
Si	1.754	-3.768	21.603	-0.356	-0.334	-0.224
Si	3.976	-1.696	21.526	-0.065	0.127	-0.693
Si	-10.525	-0.797	24.013	-0.137	-0.058	0.128
Si	-7.766	3.868	23.458	0.479	0.055	0.124
Si	-8.883	7.348	21.494	0.04	0.018	0
Si	4.639	-6.474	21.474	-0.029	0.137	-0.531
Si	6.245	-4.713	21.488	-0.063	-0.126	-0.605
Si	-3.322	4.725	26.109	0.027	-0.047	-0.053
Si	-3.706	1.716	21.874	-0.182	-0.168	-0.811
Si	-6.359	4.574	21.663	0.048	0.004	0.047
Si	-4.73	6.359	21.611	0.034	-0.306	-0.585
Si	-7.231	-7.222	21.545	-0.104	-0.152	-0.509
Si	-3.623	-3.058	24.309	0.091	0.529	-0.448
Si	-1.581	2.493	26.176	0.069	-0.056	-0.114
Si	-1.359	1.762	-6.521	0.03	-0.067	0.056
Si	1.145	1.756	24.652	-0.058	-0.083	0.023
Si	3.48	-3.568	-6.932	0.051	-0.115	0.064
Si	-4.978	-7.085	26.459	-0.119	0.024	-0.079
Si	-5.104	0.629	-2.94	0.188	0.147	-0.033
Si	1.454	4.987	-6.423	0.055	-0.02	0.082
Si	1.75	7.799	-5.275	0.046	-0.017	-0.005
Si	-5.674	-8.006	-7.532	0.054	0.046	0.096
Si	-7.559	3.689	-5.195	0.21	0.09	0.283
Si	-2.658	-0.238	25.985	0.119	-0.045	0.017
Si	-5.657	-2.24	23.457	0.58	-0.172	0.248
Si	-10.714	1.123	-1.783	0.361	0.581	0.019
Si	0.87	2.633	-4.639	-0.012	-0.102	-0.116
Si	4.546	6.872	-4.157	0.085	0.021	0.045
Si	-7.477	-7.105	24.595	-0.017	0.026	-0.18
Si	-6.427	-4.427	-3.317	-0.097	-0.006	-0.027
Si	-1.39	-5.086	-2.695	-0.054	0.037	0.174
Si	-2.326	-2.496	1.442	-0.47	-0.18	0.627
Si	-3.996	2.477	-5.2	0.027	-0.043	0.005
Si	-6.297	1.554	-6.861	-0.099	-0.033	0.08
Si	-10.477	6.023	-1.481	0.045	-0.099	0.056
Si	3.553	2.58	-3.344	-0.022	-0.037	0.044
Si	-10.423	7.48	-6.614	-0.007	0.148	-0.052
Si	-8.951	6.777	23.749	-0.006	0.114	-0.605
Si	-1.669	-1.315	-6.46	-0.064	-0.007	-0.018
Si	0.758	-4.926	23.298	0.284	0.306	-0.186
Si	-2.213	-5.581	23.274	0.029	-0.125	-0.037
Si	-4.241	-3.018	-7.303	-0.327	0.49	-0.205
Si	-1.605	-1.711	23.744	-0.329	-0.242	-0.638
Si	-10.562	-5.635	-0.586	-0.194	0.121	0.657
Si	-10.349	-2.017	-6.472	-0.016	-0.047	-0.055
Si	0.837	-2.942	25.343	0.032	0.042	0.094
Si	-1.703	-0.997	-3.546	0.003	0.07	-0.009
Si	-7.197	2.727	25.418	-0.241	0.16	-0.536
Si	-0.833	1.618	-2.436	0.003	-0.139	0.054
Si	-3.596	-7.883	-5.493	-0.094	0.172	-0.087
Si	0.801	4.581	23.956	-0.063	-0.048	-0.044
Si	-5.128	0.484	24.471	0.059	0.08	-0.038
Si	4.582	7.822	23.767	0.149	0.143	-0.091
Si	-9.426	3.104	-1.33	-0.456	-0.556	-0.081
Si	-8.237	-2.877	24.968	-0.44	-0.571	0.031
Si	-10.675	-1.505	-3.501	-0.031	0.035	0.02
Si	-3.947	6.975	24.467	-0.114	0.084	0.033
Si	-7.901	6.057	-7.179	0.093	0.02	-0.143
Si	3.599	-1.711	26.111	0.381	-0.56	0.155
Si	-9.488	-4.746	24.654	0.429	0.465	0.068
Si	2.832	-2.77	-4.081	0.106	-0.062	0.029
Si	-10.548	4.018	-4.944	0.016	-0.075	0.122
Si	0.245	-2.698	-2.546	0.09	-0.141	0.14
Si	-1.286	8.078	24.673	0.089	0.046	0.006
Si	-9.386	1.361	22.206	0.328	-0.461	-0.381
Si	-1.054	-7.664	-4.15	0.098	-0.108	-0.058
Si	-4.583	-2.165	-2.926	0.151	-0.003	0.037
Si	-1.367	1.38	8.162	-0.006	-0.014	0.008
Si	1.336	4.09	8.148	0.009	0.008	-0.001
Si	-1.372	6.794	8.145	0.017	0.007	-0.004
Si	1.349	9.506	8.222	-0.015	-0.016	0.02
Si	-1.389	-4.077	8.199	-0.001	0.002	0.013
Si	1.362	-1.315	8.148	0.006	0.005	0.018
Si	4.062	1.356	8.149	-0.003	-0.008	-0.01
Si	-9.511	4.058	8.208	-0.002	0.005	0.011
Si	4.085	6.78	8.222	-0.014	-0.014	0.015
Si	-9.464	-6.752	8.192	0.003	0.001	0.011
Si	4.121	-4.029	8.188	0.006	-0.004	0.022
Si	-9.504	-1.359	8.124	0.005	0.02	-0.002
Si	-6.81	1.325	8.139	-0.005	0.009	-0.001
Si	-4.064	4.066	8.149	-0.008	-0.01	0.014
Si	-6.746	6.8	8.172	0.013	0.003	0.006
Si	-4.08	-6.819	8.127	0.011	0.004	-0.001
Si	-6.791	-4.087	8.107	0.021	0.012	-0.011
Si	-4.131	-1.383	8.154	0.002	-0.025	-0.002
Si	-2.737	-0.012	9.491	0.005	-0.017	-0.009
Si	-0.01	2.734	9.527	-0.001	0.014	0.006
Si	-2.711	5.428	9.519	0.005	0.002	0
Si	-0.027	8.145	9.539	0	0.01	0.005
Si	-2.741	-5.458	9.522	0.004	0.007	0.006
Si	0.003	-2.701	9.51	0.002	-0.014	0.003
Si	2.71	0.018	9.536	-0.019	0.021	0.007
Si	-10.894	2.7	9.526	0.002	0.012	0.003
Si	2.703	5.422	9.538	0.003	0.013	0.005
Si	-10.852	-8.143	9.523	-0.001	-0.007	-0.014
Si	2.739	-5.422	9.522	0.001	-0.002	-0.009
Si	-10.852	-2.684	9.542	-0.004	0.003	0.007
Si	-8.161	-0.013	9.511	-0.003	-0.015	0.004
Si	-5.442	2.703	9.493	0.006	-0.011	-0.009
Si	-8.134	5.443	9.525	-0.005	-0.017	-0.009
Si	-5.409	-8.158	9.538	0.007	-0.005	0.001
Si	-8.12	-5.407	9.546	-0.007	0.004	0.004
Si	-5.463	-2.738	9.515	-0.014	0.003	0.014
Si	-1.369	-1.352	10.873	0.005	0.005	0.008
Si	1.351	1.378	10.892	0.008	-0.003	0.009
Si	-1.362	4.079	10.898	0.014	0.012	0.014
Si	1.346	6.79	10.88	-0.012	-0.011	-0.006
Si	-1.374	9.519	10.889	-0.005	-0.019	-0.002
Si	1.353	-4.076	10.875	0.007	0.003	0.003
Si	4.075	-1.347	10.893	0.012	-0.002	0.006
Si	-9.522	1.347	10.869	-0.013	-0.014	-0.011
Si	-12.247	4.063	10.885	-0.013	-0.017	0.001
Si	-9.505	-9.52	10.884	0.001	0.013	-0.001
Si	-12.225	-6.791	10.882	0.002	0.003	0
Si	-9.495	-4.051	10.897	0.005	0.007	0.004
Si	-6.803	-1.364	10.875	-0.008	-0.019	0
Si	-4.09	1.346	10.863	0.003	0.016	-0.003
Si	-6.78	4.072	10.878	-0.005	0.011	0.006
Si	-4.05	6.801	10.889	0	0.008	0.005
Si	-6.774	-6.792	10.896	0	0.013	0
Si	-4.091	-4.084	10.873	-0.006	-0.01	-0.012
Si	-0.017	0.015	12.243	0.012	0.016	0.001
Si	2.718	2.725	12.259	0.005	0.014	0.006
Si	0.006	5.439	12.253	0.007	0.012	0.007
Si	2.711	8.157	12.22	0.003	-0.005	-0.009
Si	-0.013	10.881	12.245	-0.005	-0.013	-0.007
Si	2.704	-2.722	12.243	-0.011	-0.025	-0.004
Si	5.442	0.01	12.243	0.001	0.009	0.007
Si	-8.157	2.707	12.222	-0.01	0	-0.008
Si	-10.878	5.425	12.232	-0.02	-0.003	-0.012
Si	-8.148	-8.158	12.243	-0.012	-0.006	0
Si	-10.865	-5.424	12.236	0.014	0.004	-0.002
Si	-8.144	-2.696	12.261	0.001	0.012	0.01
Si	-5.444	-0.008	12.24	-0.014	-0.02	-0.009
Si	-2.735	2.7	12.232	-0.015	-0.024	-0.009
Si	-5.414	5.441	12.238	0.03	0.019	0
Si	-2.702	8.161	12.265	0.015	0.011	0.003
Si	-5.421	-5.429	12.259	-0.001	0.004	0.011
Si	-2.731	-2.721	12.233	0.005	-0.007	-0.003
O	-1.374	-1.25	1.053	-0.03	0.086	-0.351
O	-4.369	-4.76	0.205	-0.109	0.212	-0.092
O	-2.36	6.983	24.174	0.272	-0.35	-0.482
O	3.285	3.76	0.07	0.503	0.162	0.059
O	0.58	7.919	-1.002	0.133	0.246	-0.125
O	-5.945	-5.354	-2.08	0.352	0.23	0.214
O	3.508	-3.062	-1.136	0.363	0.167	-0.26
O	3.035	3.923	-2.587	-0.039	0.477	-0.252
O	5.269	6.071	0.039	-0.621	0.003	-0.295
O	2.845	-8.102	0.224	0.273	0.39	-0.47
O	2.14	-5.386	-1.151	0.285	-0.692	-0.102
O	-8.271	-2.147	-0.65	-0.218	0.166	-0.166
O	-9.058	2.957	0.261	-0.104	0.074	0.163
O	-5.75	5.416	-0.11	-0.462	0.22	-0.263
O	-1.889	-8.06	-0.153	0.174	0.453	-0.261
O	-7.76	-3.674	-2.814	0.17	0.318	-0.323
O	-7.816	-7.151	-1.518	-0.407	0.37	-0.582
O	-7.265	-3.437	1.322	-0.039	-0.442	-0.079
O	1.95	7.605	21.84	0.093	0.24	-0.353
O	-6.021	-0.676	23.786	-0.679	0.018	-0.077
O	-9.262	-1.733	24.386	0.175	0.259	-0.16
O	1.045	0.749	23.393	-0.026	-0.277	0.195
O	4.567	-7.05	23.033	-0.128	0.312	0.423
O	-9.835	-4.49	23.089	0.029	0.102	0.053
O	2.313	1.996	-4.224	0.132	-0.552	-0.126
O	-8.489	2.655	22.602	-0.053	0.206	-0.002
O	-7.433	4.676	-6.5	0.338	-0.23	-0.258
O	0.867	3.977	-1.04	-0.205	-0.426	-0.181
O	-0.565	4.463	23.087	0.03	0.464	-0.036
O	2.84	-2.675	22.189	-0.273	0.052	0.177
O	4.84	6.457	-7.27	-0.248	0.2	0.053
O	-10.346	-0.049	-2.86	0.233	0.123	-0.317
O	0.303	0.9	-1.548	0.301	0.082	-0.178
O	-4.724	7.113	23.078	-0.123	0.176	-0.006
O	1.252	6.567	-6.198	-0.504	0.043	-0.151
O	2.637	-3.022	-5.662	-0.426	0.191	-0.045
O	-1.655	0.599	-3.392	-0.185	0.254	0.062
O	-10.288	4.431	-1.773	-0.32	-0.112	-0.386
O	5.098	-0.788	-7.095	0.011	0.166	0.235
O	1.077	-4.477	24.841	0.217	-0.307	0.352
O	-4.29	1.209	-4.211	0.256	-0.413	0.063
O	4.667	-5.355	-1.737	0.044	-0.151	-0.49
O	-9.053	6.812	-1.475	0.675	-0.09	-0.119
O	2.054	-0.854	-0.663	-0.098	-0.013	-0.258
O	-5.934	5.881	-3.416	-0.504	0.046	-0.213
O	-4.306	5.522	25.094	-0.676	-0.215	-0.501
O	-2.494	3.556	25.347	0.15	-0.261	-0.646
O	-8.725	5.158	23.889	0.031	-0.018	0.276
O	-2.567	2.808	22.333	-0.046	-0.104	0.506
O	-0.281	2.017	25.37	-0.23	-0.242	-0.199
O	1.882	5.538	23.289	-0.098	0.143	0.191
O	-4.118	7.452	-4.341	0.027	-0.447	-0.116
O	-3.339	-4.609	23.864	-0.477	-0.146	0.37
O	2.168	-7.267	-6.204	0.125	0.256	0.309
O	-4.04	-3.201	25.886	-0.503	0.518	0.143
O	-3.156	-1.68	-3.488	-0.08	0.107	-0.054
O	0.496	5.136	25.443	-0.44	0.432	-0.107
O	-4.407	3.85	-4.434	0.33	0.443	-0.152
O	4.075	1.554	-2.196	-0.316	0.076	0.375
O	1.484	-2.169	-3.423	-0.105	0.403	-0.264
O	-1.943	2.347	-1.551	-0.24	0	-0.048
O	-8.418	1.888	26.11	-0.538	-0.071	-0.437
O	-0.845	-4.766	23.009	-0.086	0.405	-0.47
O	5.067	-3.376	-6.573	0.326	-0.476	0.179
O	-3.997	6.589	-1.819	0.697	-0.087	-0.025
O	-5.558	-0.903	-3.102	-0.626	-0.152	-0.106
O	-7.844	-2.458	26.496	0.671	-0.18	0.259
O	4.922	6.808	-2.575	-0.336	0.366	0.19
O	2.237	1.224	25.706	0.353	0.221	-0.227
O	-5.021	-4.145	-6.429	-0.182	0.127	-0.018
O	1.958	1.595	0.384	-0.093	0.01	-0.113
O	4.997	-1.254	22.698	-0.106	0.293	0.047
O	5.017	5.405	-4.658	-0.177	-0.032	0.11
O	-4.141	-6.36	-5.243	0.33	0.471	0.02
O	-1.94	0.264	-6.746	-0.244	0.103	0.01
O	3.498	7.905	24.944	-0.458	0.008	-0.016
O	2.97	7.247	-4.344	-0.092	-0.101	0.185
O	-5.255	-3.385	-3.718	-0.094	0.054	-0.559
O	-10.853	-4.521	25.522	-0.415	-0.593	-0.102
O	-4.229	1.122	23.294	0.229	-0.068	0.179
O	-1.843	-0.321	24.587	0.057	0.389	-0.107
O	0.109	1.775	-5.798	0.385	-0.462	-0.202
O	0.498	-8.002	-4.397	0.05	0.163	0.41
O	4.689	-0.854	25.21	0.085	0.368	0.215
O	-10.337	7.328	24.396	-0.06	0.184	0.631
O	-8.956	-2.256	-7.264	0.084	0.157	0.346
O	-6.007	1.647	25.136	0.336	-0.095	0.354
O	-6.667	7.082	-7.267	0.061	-0.029	0.096
O	-10.106	-2.624	-2.484	-0.245	-0.2	0.2
O	-6.007	-0.05	-6.785	0.056	-0.213	0.234
O	-6.578	-5.318	-4.659	-0.477	-0.291	0.019
O	-2.781	-6.088	21.853	-0.445	-0.222	0.176
O	-1.982	-8.037	-5.432	0.181	-0.365	-0.525
O	-10.7	2.039	21.491	-0.33	-0.026	0.198
O	-1.072	7.99	26.29	0.226	0.322	0.202
O	-9.03	6.753	-6.266	0.309	-0.229	0.537
O	-0.508	-5.678	-1.461	-0.179	-0.694	0.37
O	5.312	7.936	-5.159	0.057	0.531	0.109
O	-1.419	-6.114	-3.913	-0.446	0.466	-0.337
O	4.253	-1.331	0.698	0.098	-0.374	0.248
O	-6.898	-3.069	24.088	-0.203	-0.433	-0.299
O	-3.009	-2.237	-6.544	-0.029	-0.045	0.368
O	-4.247	0.735	-1.543	0.536	-0.021	-0.014
O	0.017	7.732	23.767	0.296	-0.485	0.472
O	-9.343	-4.574	-0.847	0.284	-0.176	0.486
O	2.244	-2.152	25.312	-0.01	-0.092	-0.133
O	-2.334	-3.278	0.005	0.161	0.189	-0.235
O	1.589	3.175	24.042	0.674	0.172	0.062
O	-3.472	4.329	-0.798	-0.029	-0.066	-0.404
O	-9.898	0.645	23.586	-0.035	0.402	0.624
O	-4.889	2.303	-6.547	0.468	0.121	-0.373
O	-3.605	6.545	0.78	-0.182	-0.305	0.479
O	-6.471	1.458	-2.761	-0.611	-0.19	-0.12
O	-4.233	-0.279	25.599	-0.524	-0.374	0.555
O	1.189	-6.471	23.042	0.366	-0.118	0.258
O	-5.812	2.526	-0.492	-0.08	0.323	0.61
O	-4.444	-2.681	-1.396	-0.166	0.172	0.613
O	-1.064	-1.418	-4.971	0.545	-0.353	0.036
O	-0.107	2.696	-3.373	-0.018	0.428	0.397
O	4.2	6.648	22.714	0.402	-0.189	-0.285
O	-5.606	-7.895	-2.472	-0.138	0.157	-0.119
O	-2.443	2.556	-5.617	0.286	0.314	-0.032
O	-5.802	-6.871	0.076	-0.334	-0.663	0.245
O	-6.419	-6.756	25.776	-0.052	0.492	0.331
O	4.827	1.816	-7.42	-0.174	0.07	0.326
O	-6.896	-6.754	23.108	0.348	0.183	-0.026
O	-0.595	-3.836	-3.33	0.089	0.02	-0.787
O	2.463	6.013	-1.105	0.596	0.131	-0.233
O	-6.731	3.879	26.448	-0.054	0.285	-0.334
O	-10.629	0.54	-0.266	0.03	0.3	-0.075
O	-7.375	2.15	-5.784	-0.35	-0.287	0.025
O	2.992	4.657	-6.814	0.139	-0.403	0.326
O	-7.81	7.617	24.584	0.377	-0.318	0.487
O	-10.328	3.885	-6.531	0.38	0.371	-0.12
O	-10.201	-7.203	-0.796	-0.341	-0.307	-0.221
O	-0.172	-2.292	24.271	0.285	0.198	-0.347
O	-9.009	3.868	-4.439	-0.103	0.248	0.228
O	-8.829	-6.226	24.862	-0.133	-0.364	0.5
O	-7.957	3.383	-1.928	0.26	0.419	-0.027
O	-0.8	-1.509	-2.316	0.059	0.268	0.688
O	4.059	-1.758	-3.759	-0.221	0.442	0.279
O	-6.157	-6.6	-6.873	-0.488	0.303	-0.445
O	0.639	-3.324	-1.105	0.014	0.409	0.334
O	-2.865	-4.714	-2.106	-0.326	-0.069	-0.24
O	4.826	2.87	-4.307	0.054	-0.213	-0.056
O	3.054	-4.233	-3.41	0.051	-0.47	-0.363
O	-1.477	7.939	-2.768	-0.557	-0.12	-0.094
O	-4.24	-8.083	25.42	0.518	0.144	0.173
O	-1.05	5.925	-1.255	-0.523	-0.2	-0.592
O	-4.213	7.959	-6.909	0.267	-0.502	-0.253
O	-1.844	-6.767	24.301	-0.048	0.109	0.419
O	-5.624	-2.497	21.863	0.103	-0.151	0.234
O	1.097	4.165	-5.092	-0.351	0.451	0.482
O	3.077	-5.096	-7.31	0.241	-0.145	0.038
O	-9.961	-1.651	-4.949	0.513	0.135	0.038

Results
total energy: -106466.383 eV
total energy less fixed offsets of O -438.25, Si -107.07 eV per atom: 7.567 eV
